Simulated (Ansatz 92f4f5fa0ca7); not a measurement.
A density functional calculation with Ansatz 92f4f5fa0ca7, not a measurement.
Periodic cell of 215 atoms, Si133O82, from a study of silicon, its oxide and their interface. The atomic structure is a simulated model.
This geometry differs little from another in the collection (a relaxation step or a small displacement).

Settings: functional r2SCAN; potential files Ansatz PAW; basis plane waves; wave-function cutoff 800 eV; density cutoff ratio 5; exchange-correlation grid ratio 1; k mesh 1 x 1 x 1, Gamma-centred; self-consistency stop 5e-08 eV per atom in the density residual; occupations fixed; spin none; net charge 0.

Cell vectors (angstrom)
a 10.938 0 0
b 0 10.938 0
c 0 0 31.1776

Atoms and the computed forces on them: element, x, y, z (angstrom), force x, y, z (eV/angstrom)
Si 0.4797 10.3585 23.8823 0.0339 0.016 0.0046
Si 4.968 0.5251 23.4958 0.014 0.0021 0.0017
Si 3.0528 2.2339 23.628 -0.0177 -0.003 0.0154
Si 7.8934 3.2107 23.59 -0.0106 -0.0234 0.0237
Si 10.4865 5.9315 24.0919 0.1027 0.0961 0.0873
Si 6.0197 4.9235 23.723 -0.0132 0.0152 -0.0006
Si 2.396 8.7229 23.8536 -0.0578 -0.0796 -0.0186
Si 8.7074 7.5495 23.7949 -0.0474 -0.0191 0.0327
Si 1.4168 1.2644 25.042 -0.0116 0.0011 -0.0085
Si 6.8101 1.4217 24.8082 0.0055 0.0031 -0.0058
Si 4.1442 3.9872 24.8975 0.0185 -0.0081 -0.0059
Si 9.5151 4.0886 25.1148 -0.0402 -0.0054 -0.0315
Si 1.4147 6.9232 25.0986 0.0091 0.0005 -0.0012
Si 6.8731 6.7247 25.0235 -0.0108 0.0059 -0.0114
Si 4.1444 9.7225 25.0132 -0.0025 0.0238 0.0042
Si 9.5827 9.4326 25.0168 0.0143 -0.0095 0.0032
Si 2.7677 0.0028 26.4708 -0.0055 -0.0036 0.0066
Si 8.183 -0.0007 26.2681 -0.0117 0.0006 0.002
Si 0.0215 2.694 26.3597 0.0258 -0.0047 0.0015
Si 5.492 2.6974 26.3638 -0.0057 0.0092 0.0027
Si 2.7901 5.4282 26.3213 -0.0108 0.0081 0.0173
Si 8.1926 5.45 26.4859 -0.0007 0.0063 0.0052
Si 0.0066 8.1954 26.48 0.028 0.025 0.0276
Si 5.4833 8.2074 26.3168 0.0127 -0.0081 -0.0023
Si 4.1018 1.3673 27.7593 0.3332 0.2077 0.4152
Si 9.5708 1.3673 27.7593 -0.1533 -0.2502 -0.5706
Si 1.3673 4.1018 27.7593 0.1553 -0.0296 -0.5041
Si 6.8362 4.1018 27.7593 -0.3721 -0.3188 0.3939
Si 4.1018 6.8362 27.7593 0.1335 -0.0453 -0.5677
Si 9.5708 6.8362 27.7593 0.0572 -0.1808 0.6651
Si 1.3673 9.5708 27.7593 0.0674 0.1185 0.5857
Si 6.8362 9.5708 27.7593 0.0645 0.0779 -0.6498
Si 0 0 29.1266 0.026 -0.0347 0.0155
Si 5.469 0 29.1266 -0.054 0.0581 0.0063
Si 2.7345 2.7345 29.1266 0.097 0.0566 0.0149
Si 8.2035 2.7345 29.1266 -0.088 -0.0125 -0.0056
Si 0 5.469 29.1266 -0.0759 0.0595 0.0104
Si 5.469 5.469 29.1266 -0.0005 -0.0422 0.0176
Si 2.7345 8.2035 29.1266 -0.1071 -0.0019 -0.0055
Si 8.2035 8.2035 29.1266 0.0878 0.0078 -0.005
Si 1.3673 1.3673 30.4938 -0.0461 0.0181 -0.0056
Si 6.8362 1.3673 30.4938 0.0742 -0.061 -0.0201
Si 4.1018 4.1018 30.4938 -0.0665 0.0634 0.015
Si 9.5708 4.1018 30.4938 0.0714 -0.0208 -0.031
Si 1.3673 6.8362 30.4938 0.0439 -0.0576 -0.0202
Si 6.8362 6.8362 30.4938 -0.0092 0.003 0
Si 4.1018 9.5708 30.4938 0.0424 -0.0513 -0.03
Si 9.5708 9.5708 30.4938 0.0001 0.0146 0.0098
Si 2.7345 0 0.6835 -0.0004 -0.0198 -0.0114
Si 8.2035 0 0.6835 -0.0441 0.0508 0.0199
Si 0 2.7345 0.6835 -0.0447 0.037 0.0269
Si 5.469 2.7345 0.6835 0.0145 -0.0148 -0.008
Si 2.7345 5.469 0.6835 -0.0552 0.067 0.0309
Si 8.2035 5.469 0.6835 0.0722 -0.0331 -0.0044
Si 0 8.2035 0.6835 0.0083 -0.0406 0.0043
Si 5.469 8.2035 0.6835 -0.0661 0.054 0.0224
Si 4.1018 1.3673 2.0507 -0.0348 0.0145 -0.0106
Si 9.5708 1.3673 2.0507 0.0648 -0.0687 -0.0176
Si 1.3673 4.1018 2.0507 0.0207 -0.0178 0.0135
Si 6.8362 4.1018 2.0507 -0.0104 0.0634 0.0013
Si 4.1018 6.8362 2.0507 0.0403 -0.0546 -0.0177
Si 9.5708 6.8362 2.0507 -0.0357 0.0083 -0.0144
Si 1.3673 9.5708 2.0507 0.0148 0.0635 0.0151
Si 6.8362 9.5708 2.0507 0.0802 -0.0834 -0.0135
Si 0 0 3.418 -0.064 0.1946 -0.4876
Si 5.469 0 3.418 -0.1259 0.1998 0.7334
Si 2.7345 2.7345 3.418 0.1383 -0.0028 -0.296
Si 8.2035 2.7345 3.418 -0.154 -0.164 0.6629
Si 0 5.469 3.418 -0.1441 -0.028 0.3998
Si 5.469 5.469 3.418 -0.0013 0.1048 -0.5036
Si 2.7345 8.2035 3.418 0.2849 0.2462 0.5259
Si 8.2035 8.2035 3.418 -0.2328 -0.0899 -0.7385
Si 1.3517 1.3878 4.7416 -0.0018 -0.0013 0.0038
Si 6.7954 1.3853 4.9102 0.0035 -0.0023 -0.0013
Si 4.1317 4.1028 4.7433 -0.003 -0.0005 -0.0009
Si 9.5322 4.115 4.8408 -0.0022 0.0059 -0.0039
Si 1.3746 6.8481 4.7971 0.0019 -0.0013 -0.0024
Si 6.7979 6.8767 4.7291 0.004 -0.0016 -0.0028
Si 4.1082 9.6093 4.903 -0.0076 0.0015 -0.0014
Si 9.5258 9.5915 4.6869 0.0028 -0.0077 -0.0037
Si 2.6596 0.1044 6.238 0.009 -0.0006 -0.0015
Si 8.203 -0.1059 6.1881 -0.0062 0.0038 0.0056
Si 0.0243 2.7373 6.1604 0.0077 -0.0025 -0.0028
Si 5.4053 2.8573 6.3175 0.0051 0.004 0
Si 2.8159 5.4843 6.0979 0.0009 0.0039 0.0014
Si 8.0721 5.5143 6.1323 -0.0019 -0.0089 0.0031
Si -0.05 8.2722 6.0331 -0.0023 0.0018 0.0028
Si 5.5761 8.2179 6.2494 0.0089 0.0049 0.0041
Si 3.5168 1.9671 7.4875 -0.0302 -0.0051 -0.0236
Si 10.0017 0.889 7.294 0.0066 -0.0083 -0.0156
Si 1.7789 3.8145 7.3785 0.0112 -0.002 -0.0085
Si 6.2965 4.7638 7.5688 0.0109 0.0186 -0.0214
Si 4.4901 6.5066 7.4437 -0.0125 -0.0263 -0.0112
Si 9.2475 7.167 7.2906 -0.0045 0.0027 -0.01
Si 0.7559 10.0771 7.3195 -0.0002 0.0033 -0.012
Si 7.4751 8.9762 7.5919 0.0044 0.0002 -0.0151
O 6.8331 4.6203 9.1399 -0.0019 0.0103 -0.0092
O 7.1992 9.2955 9.1964 0.0042 -0.0042 0.0033
O 10.0486 6.3622 8.5053 -0.0012 0.0062 -0.0018
O 0.8248 9.5468 8.8641 -0.0026 0.0035 -0.0052
O 3.8832 1.4741 9.0146 -0.0062 -0.0053 -0.0067
O 1.2488 4.658 8.7285 0.0125 0.0045 0.0069
O 9.4889 1.1893 8.8398 -0.008 -0.01 0.0016
O 3.8424 7.1256 8.8411 0.0023 0.0011 -0.0076
O 8.3463 7.5377 22.1652 -0.0143 0.0019 0.0132
O 8.5539 2.8587 22.0883 0.0043 0.0042 -0.0011
O 5.5761 5.5119 22.2502 0.009 -0.0059 0.0173
O 2.1923 2.6489 22.2467 0.0068 -0.0029 -0.0112
O 10.777 10.8318 22.4496 0.0002 -0.0015 0.012
O 0.0319 5.3954 22.6295 -0.0771 -0.1428 -0.0155
O 3.2364 8.3936 22.4491 0.0333 0.0279 0.0269
O 5.4183 0.0936 21.9294 0.0087 -0.0033 0.0156
Si 10.7177 5.0984 9.2631 0.001 0.0006 -0.0022
Si 0.888 9.1874 10.4247 -0.0006 -0.0022 0.0017
Si 3.7717 7.7679 10.3224 -0.003 0.0076 -0.0027
Si 3.149 8.1885 16.7665 -0.0011 -0.0008 -0.0003
Si 0.1383 8.4957 16.9341 0.0142 0.0055 -0.0091
Si 2.2647 3.4802 20.8528 -0.0058 0.0242 0.0021
Si 10.6066 8.1643 13.9698 0.0002 0.005 -0.0028
Si 8.9373 2.3527 20.581 0.0046 0.008 -0.0123
Si 3.6206 1.0232 13.1662 0.0068 -0.0066 -0.0112
Si 4.7723 1.5002 10.3573 0.0076 -0.0119 0.0055
Si 6.84 3.7533 10.5179 0.0112 0.0024 -0.0055
Si 10.0888 6.8104 11.5735 -0.0021 0.0035 0.001
Si 0.4446 5.9173 21.1835 0.0732 -0.072 -0.0393
Si 8.3989 5.5226 15.7188 -0.0054 0.0001 0.0046
Si 4.8193 5.3155 20.8474 -0.0143 0.0067 0.0077
Si 4.3894 6.7687 12.9136 -0.0084 0.0029 0.0012
Si 8.2203 7.8596 17.9007 -0.0043 0.0054 -0.0018
Si 4.9773 0.5157 20.4042 0.0057 0.0053 -0.0003
Si 7.3932 6.0013 12.6762 0.0036 -0.0004 -0.0008
Si 10.6794 0.7479 11.9889 0.0001 -0.0059 0.0016
Si 5.699 9.8205 17.6929 -0.0031 -0.0086 -0.0079
Si 1.2923 1.885 14.491 -0.002 -0.008 0.0028
Si 2.9335 7.769 20.9895 0.0687 0.0062 0.0157
Si 0.4663 2.7996 18.7676 0.0106 -0.0004 0.0079
Si 2.6174 9.1687 13.9183 0.0015 -0.0061 0.0039
Si 9.4795 2.4121 9.8908 0.0039 -0.0021 -0.0029
Si 6.0133 3.489 16.2917 0.018 -0.0031 -0.0088
Si 10.328 10.5653 20.9334 0.0152 0.0011 0.0016
Si 6.1991 3.1531 19.3507 -0.008 -0.0184 0.0019
Si 0.4643 4.3533 16.0815 0.0033 -0.003 0.0063
Si 8.2237 10.1512 13.0271 0.0063 0.0002 -0.0016
Si 9.0078 7.6507 20.6863 0.0008 -0.0013 -0.0142
Si 6.3359 9.7238 10.509 0.0028 -0.0033 -0.0043
Si 2.2911 10.442 19.6353 0.0019 -0.0052 0.0057
Si 1.0875 0.3804 17.1229 -0.0004 0.0045 0.0036
Si 6.1632 0.64 15.0209 -0.0041 -0.0057 -0.0063
Si 3.4925 5.3714 15.4801 -0.0021 0.0043 0.0047
O 5.8869 0.3313 10.3233 0.0096 0.004 -0.0037
O 7.4201 10.8394 14.2757 0.0019 0.0023 0.0098
O 8.0207 2.6492 10.524 -0.0062 -0.0117 0.0164
O 7.1159 9.0194 17.6221 0.004 0.0032 -0.002
O 4.0784 6.7239 20.4909 0.0251 -0.0036 -0.0103
O 5.8776 4.6976 19.7804 0.0096 0.0023 -0.0084
O 0.1811 1.4578 17.9094 -0.0169 -0.0028 -0.0019
O 3.936 6.5369 11.3751 -0.0067 -0.0271 -0.002
O 3.7899 1.3142 11.6055 -0.0147 -0.0063 0.03
O 7.9509 7.4613 19.4666 -0.0238 0.0032 -0.0048
O 8.4579 6.7542 11.6829 -0.0103 0.0101 -0.0106
O 8.0606 6.7705 16.712 -0.008 -0.01 -0.0072
O 3.7019 4.1695 20.9322 -0.0141 -0.0039 -0.0087
O 9.2619 9.0307 13.6331 -0.0081 -0.002 0.0049
O 0.5215 3.9852 17.6657 -0.0023 0.0126 0.0056
O 9.9736 5.1147 15.874 0.0014 0.0024 0.0028
O 1.2207 4.6811 20.5499 -0.0109 -0.0006 0.0159
O 6.9855 4.6515 11.8608 -0.0022 -0.0048 0.0127
O 7.7502 2.7942 19.5846 -0.0003 -0.0112 0.0042
O 10.0713 6.4492 20.434 -0.0905 0.0111 -0.0964
O 3.728 6.7403 16.3231 0.0092 -0.017 -0.0016
O 10.6835 7.7993 15.5306 -0.0051 -0.0146 -0.0011
O 1.6912 0.9858 15.7708 0.005 0.0092 -0.0108
O 9.2098 0.746 20.5707 -0.0101 -0.0059 -0.0052
O 0.1407 10.0894 16.7213 -0.0145 0.0119 -0.0106
O 0.3708 1.1277 13.4153 -0.0063 -0.0033 0.0013
O 5.0007 8.8048 10.5558 0.0001 0.003 0.0041
O 5.3646 2.0743 20.2238 0.0178 0.0171 -0.023
O 9.8193 3.7698 9.0819 -0.0056 -0.0003 -0.011
O 9.1555 0.2736 12.2482 -0.0042 0.0076 -0.0032
O 0.6338 10.5525 11.2565 0.0123 0.0028 0.0014
O 6.0151 6.8161 12.9618 -0.0038 0.0084 0.0063
O 3.3601 0.4185 20.4169 -0.0068 0.0124 0.0103
O 4.6145 4.2559 15.9012 -0.0028 -0.0073 0.0017
O 1.475 7.1373 21.1969 0.0105 0.0322 0.0411
O 4.389 8.8525 17.5864 0.017 0.0045 0.0061
O 1.9017 2.5878 19.5383 0.0046 -0.0203 -0.0138
O 7.184 9.5765 11.9009 -0.0038 -0.0088 0.0019
O 8.0784 5.7859 14.1386 0.0067 0.0003 0.0053
O 3.7601 8.197 13.3317 0.0044 0.0054 0.0014
O 2.7829 8.9238 19.8864 0.0067 0.0431 -0.0669
O -0.215 5.5222 10.8266 0.0068 -0.0111 0.0136
O 1.0765 8.8396 13.5685 -0.0029 0.0075 -0.0068
O 2.7331 2.2302 13.8132 0.0088 0.0155 0.0007
O 0.4194 3.1135 15.0474 -0.0106 -0.0045 -0.0095
O 9.8196 8.2235 17.9167 -0.0027 -0.0004 0.0189
O 10.5902 6.7974 13.11 0.0085 -0.0217 0.0082
O 2.778 10.6115 13.2827 0.0023 0.0076 -0.0061
O 1.6312 7.9982 17.4282 -0.0025 -0.0117 0.0176
O 5.8141 2.9734 17.8058 0.0146 0.0062 0.0246
O 5.7353 -0.1315 16.3902 -0.0002 -0.0052 0.0065
O 5.4548 2.9437 10.5449 -0.0154 0.0138 0.0125
O 2.3146 -0.133 18.0545 0.016 0.0001 -0.0084
O 5.5883 10.5931 19.1477 0.0103 -0.0034 0.0004
O 9.7023 9.1117 20.6685 0.0008 0.0088 -0.0007
O 1.9139 5.0368 15.7336 0.0054 0.0077 -0.0016
O 2.8421 9.1614 15.5121 0 0.0124 0.0048
O 10.2595 3.0023 19.9016 -0.0185 -0.002 0.0054
O -0.3084 8.1581 10.8403 -0.0069 0.0006 -0.0032
O 2.3611 8.5235 10.6335 0.0008 0.001 0.0069
O 5.0051 0.712 13.905 -0.0032 -0.0013 -0.0022
O 3.7715 5.6499 13.9021 -0.0034 -0.0168 -0.0072
O 7.3394 4.4032 16.2028 -0.0124 -0.0164 -0.0049
O 10.5646 2.0679 11.0447 0.011 0.012 0.0029
O 6.3901 2.1982 15.3896 0.0002 0.0278 0.0123
O 0.7654 10.6709 20.0911 -0.0024 -0.0003 -0.0098

Results
free energy: -131838.214 eV
free energy less fixed offsets of O -570.45, Si -639.56 eV per atom: 0.166 eV

The program warned: the cutoff lies below the one the program advises for these potential files; the forces do not sum to zero within the program's tolerance; empty levels may hold ghost states of the PAW files; the exchange-correlation potential is rough where the density is thin.
